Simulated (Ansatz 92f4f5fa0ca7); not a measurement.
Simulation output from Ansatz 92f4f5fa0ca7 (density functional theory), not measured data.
Periodic cell of 225 atoms, Si132O91B2, from a study of silicon, its oxide and their interface. The atomic structure is a simulated model.
Doubt: the cutoff is low for norm-conserving oxygen, so forces and energies are approximate.
Doubt: the program's own warning below bears on the result.

Settings
functional: HSE06
potential files: SPMS norm-conserving
basis: plane waves
wave-function cutoff: 800 eV
density cutoff ratio: 4
exchange-correlation grid ratio: 1
k mesh: 1 x 1 x 1, Gamma-centred
occupations: fixed
spin: none
net charge: 0

Cell vectors (angstrom)
a  10.938  0  0
b  0  10.938  0
c  0  0  31.9494

Atoms: element, x, y, z (angstrom)
B  11.0528  -0.5193  24.6013
Si  5.1501  0.219  24.6861
Si  2.7833  2.2426  24.554
B  8.0946  3.0233  24.8272
Si  10.6799  5.5719  24.3659
Si  5.1248  5.5863  24.4971
Si  3.0229  7.9829  24.464
Si  8.4454  7.8541  24.4331
Si  1.2151  0.9614  25.7249
Si  6.9055  1.5105  25.6859
Si  3.9439  3.9798  25.7779
Si  9.5982  3.9675  25.8212
Si  1.3269  6.8059  25.6885
Si  6.8284  6.7084  25.7553
Si  4.0642  9.5253  25.9701
Si  9.5755  9.527  25.7135
Si  2.6362  -0.1221  27.2782
Si  8.1872  0.0079  27.0625
Si  0.0417  2.5674  27.1141
Si  5.4466  2.7292  27.1445
Si  2.6511  5.4231  27.1281
Si  8.2054  5.3783  27.169
Si  -0.0077  8.1691  27.1358
Si  5.5271  8.1364  27.1769
Si  4.0775  1.3297  28.5078
Si  9.5438  1.3232  28.5061
Si  1.3438  4.0234  28.5039
Si  6.8081  4.0711  28.5448
Si  4.0844  6.7845  28.496
Si  9.5565  6.7989  28.5045
Si  1.3002  9.4824  28.6156
Si  6.8606  9.5692  28.4979
Si  -0.0248  -0.0079  29.9137
Si  5.4735  -0.0124  29.8796
Si  2.7481  2.7232  29.8918
Si  8.2008  2.7191  29.8896
Si  0.001  5.4408  29.8777
Si  5.4608  5.4612  29.8982
Si  2.7506  8.1646  29.9077
Si  8.2164  8.2009  29.8824
Si  1.3673  1.3673  31.2657
Si  6.8362  1.3673  31.2657
Si  4.1018  4.1018  31.2657
Si  9.5708  4.1018  31.2657
Si  1.3673  6.8362  31.2657
Si  6.8362  6.8362  31.2657
Si  4.1018  9.5708  31.2657
Si  9.5708  9.5708  31.2657
Si  2.7345  0  0.6835
Si  8.2035  0  0.6835
Si  0  2.7345  0.6835
Si  5.469  2.7345  0.6835
Si  2.7345  5.469  0.6835
Si  8.2035  5.469  0.6835
Si  0  8.2035  0.6835
Si  5.469  8.2035  0.6835
Si  4.0977  1.3782  2.0669
Si  9.5921  1.3522  2.0466
Si  1.3535  4.1357  2.059
Si  6.8246  4.1356  2.0476
Si  4.0891  6.8473  2.0482
Si  9.5743  6.8392  2.0676
Si  1.3633  9.5984  2.0586
Si  6.8285  9.6115  2.0508
Si  0.031  0.035  3.4759
Si  5.4853  0.0405  3.4574
Si  2.719  2.7726  3.4092
Si  8.253  2.7821  3.3474
Si  0.0295  5.518  3.4795
Si  5.4728  5.5264  3.4332
Si  2.7384  8.2409  3.4059
Si  8.2429  8.2864  3.3908
Si  1.3792  1.455  4.8503
Si  6.9112  1.476  4.7374
Si  4.0639  4.1542  4.7683
Si  9.5996  4.0837  4.7864
Si  1.3693  6.9728  4.8517
Si  6.8423  6.9876  4.7366
Si  4.096  9.5769  4.7979
Si  9.624  9.5782  4.8472
Si  2.7602  0.0387  6.1493
Si  8.2974  0.1194  6.1011
Si  0.018  2.7991  6.3101
Si  5.5171  2.8386  6.0842
Si  2.7563  5.5926  6.1505
Si  8.2555  5.5987  5.9691
Si  0.0511  8.3062  6.3817
Si  5.5009  8.3014  6.2285
Si  4.426  1.1831  7.3418
Si  9.8136  1.1524  7.6295
Si  1.1812  4.5006  7.5151
Si  6.6458  4.5443  7.2633
Si  4.3265  6.708  7.5528
Si  9.7323  6.6133  7.5139
Si  1.2842  9.9432  7.7152
Si  6.7228  9.963  7.4201
O  4.1108  6.8091  24.0455
O  4.0266  1.2629  24.0321
O  9.5479  6.7127  23.9062
O  -0.0235  5.543  8.028
O  5.5725  0.1231  7.9202
O  0.0749  0.0929  8.1583
O  5.5354  5.6134  7.8941
O  7.6051  3.9708  8.4586
O  8.7339  7.0486  8.7793
O  2.1848  9.4601  9.0565
O  8.8964  1.6832  8.9317
O  7.6148  9.4682  8.7231
O  3.6173  1.8189  8.6212
O  3.5928  7.2295  8.9626
O  2.067  4.0029  8.8289
O  7.9059  3.6988  23.6665
O  0.4179  4.9255  22.9727
O  1.9083  2.7555  23.2578
O  5.6354  4.9156  23.0671
O  5.5967  10.0603  23.5412
O  2.594  8.65  22.9996
O  0.3718  9.898  23.3672
O  7.7884  8.5415  23.069
Si  8.6534  7.68  18.5192
Si  8.7897  6.3492  13.6635
Si  3.8032  1.529  14.7692
Si  2.1296  5.7255  17.6722
Si  2.3802  3.1142  19.5252
Si  9.8146  9.0221  12.1083
Si  1.4067  9.3632  22.1601
Si  9.1783  0.9526  13.2406
Si  1.429  5.0451  13.0668
Si  1.7977  8.2473  12.8441
Si  6.682  9.566  22.4548
Si  4.5301  4.5902  15.7558
Si  8.215  3.0202  9.6037
Si  0.8401  8.2097  19.3449
Si  6.9715  1.3374  21.1455
Si  8.2266  8.3117  9.6936
Si  10.8895  5.1998  15.6471
Si  7.5768  9.4791  16.3733
Si  9.9176  2.0542  20.3412
Si  3.2204  8.5134  9.9384
Si  6.6848  3.3501  17.492
Si  1.127  0.1838  19.8744
Si  3.2428  2.8078  12.327
Si  7.2029  5.3852  19.7831
Si  5.7526  8.6578  11.5788
Si  5.7903  6.0607  13.2387
Si  4.6382  9.6886  17.6705
Si  0.9862  3.5849  22.2154
Si  4.8849  1.4697  18.8719
Si  3.1984  3.0798  9.5416
Si  6.4598  10.7981  13.8397
Si  10.3522  0.1101  16.018
Si  5.6661  3.6508  11.1811
Si  9.8438  3.8852  11.9416
Si  2.3468  9.9161  15.5836
Si  6.0662  8.123  19.8644
Si  6.8212  3.9955  22.4626
Si  9.7581  2.7796  17.4211
O  7.2009  6.3678  14.0117
O  1.8747  7.0235  18.7456
O  10.2815  4.0294  16.5605
O  6.174  9.9442  17.1085
O  10.1543  0.6918  14.5128
O  8.4344  6.1015  18.9557
O  5.1778  0.6684  14.4753
O  5.7168  2.0498  17.604
O  8.3246  1.9732  20.5496
O  1.9811  4.2604  18.4167
O  6.9689  2.8003  10.6611
O  4.8779  2.6967  12.2445
O  6.0239  4.3865  16.4177
O  4.5635  3.9198  9.9699
O  10.6403  2.7268  21.6473
O  9.7282  6.1557  15.0003
O  6.0054  6.4876  19.9524
O  4.0892  0.1492  18.3397
O  9.2628  10.5445  12.3141
O  2.861  4.3487  12.7468
O  1.8337  10.7073  21.3128
O  3.962  2.6987  19.4452
O  0.737  10.0402  16.0168
O  1.2685  9.7709  18.9255
O  1.6917  1.6231  19.3277
O  8.948  10.3715  16.5452
O  4.8738  8.5524  18.8287
O  9.5693  8.7532  10.5157
O  6.7149  4.0934  18.9402
O  2.8543  1.7114  13.4396
O  5.8062  8.82  21.3031
O  2.5463  2.4475  10.9038
O  7.5919  4.8126  21.2725
O  5.2148  7.4654  12.5897
O  0.4321  9.0558  12.5302
O  7.5887  1.0382  13.6308
O  7.1134  9.6128  14.801
O  8.9804  5.0189  12.7327
O  8.1019  8.0201  16.9846
O  6.2608  2.5252  22.0253
O  2.4535  9.0604  14.1468
O  0.4285  4.4735  11.9101
O  0.8291  8.2867  21.0231
O  9.3945  3.8177  10.3846
O  9.6558  2.3745  12.5751
O  7.6141  8.5543  19.4576
O  2.5524  8.1687  11.3933
O  3.9917  3.0453  15.4175
O  0.8468  4.488  14.4856
O  10.0879  3.0014  19.011
O  9.1453  7.7929  12.9728
O  10.4731  0.5214  20.1236
O  6.0349  5.0307  11.9733
O  8.1504  2.7562  17.1097
O  3.528  5.4691  16.7696
O  4.6691  9.1304  10.4272
O  1.5404  6.6672  13.2106
O  4.7724  5.4779  14.3914
O  1.9686  3.8421  20.9298
O  10.5373  1.4064  16.9973
O  0.9382  6.0668  16.6057
O  7.4241  10.9326  21.9431
O  5.904  0.9143  20.0092
O  6.0816  10.008  12.4529
O  2.8515  0.5384  15.638
O  7.0537  8.0062  10.8019
O  10.24  7.9871  18.7817
O  3.4496  9.1915  16.6189

Results
free energy: -55874.906 eV
free energy less fixed offsets of B -77.42, O -447.96, Si -113.29 eV per atom: -1.426 eV
gap between the highest filled and lowest empty level on this k mesh: 1.257 eV

The program warned: the cutoff lies below the one the program advises for these potential files; the model core charge is not resolved on the grid; the forces do not sum to zero within the program's tolerance; the exchange-correlation potential is rough where the density is thin.
